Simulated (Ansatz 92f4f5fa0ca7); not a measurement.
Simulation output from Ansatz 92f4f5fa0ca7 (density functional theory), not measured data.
Periodic cell of 276 atoms, Si168O108, from a study of silicon, its oxide and their interface. The atomic structure is a simulated model.
Doubt: the cutoff is low for norm-conserving oxygen, so forces and energies are approximate.
Doubt: the program's own warning below bears on the result.
This geometry differs little from another in the collection (a relaxation step or a small displacement).

Settings
functional: HSE06
potential files: SPMS norm-conserving
basis: plane waves
wave-function cutoff: 800 eV
density cutoff ratio: 4
exchange-correlation grid ratio: 1
k mesh: 1 x 1 x 1, Gamma-centred
occupations: fixed
spin: none
net charge: 0

Cell vectors (angstrom)
a, 11.6015, 0, 0
b, 0, 13.3963, 0
c, 0, 0, 30.9508

Atoms: element, x, y, z (angstrom)
Si, 0.0871, -0.1452, 24.218
Si, 3.9138, -0.0409, 24.1521
Si, 7.7593, 0.06, 24.0993
Si, 1.9249, 3.4449, 24.0873
Si, 6.0004, 3.4546, 24.2281
Si, 9.6118, 3.335, 24.2883
Si, 0.1171, 6.5218, 24.2624
Si, 3.9206, 6.7984, 24.3939
Si, 7.7381, 6.7755, 24.1739
Si, 2.0193, 10.0344, 24.5349
Si, 5.885, 10.0069, 24.2489
Si, 9.7141, 10.0535, 24.288
Si, 0.0349, 2.192, 24.8406
Si, 3.9353, 2.2808, 24.7385
Si, 7.7579, 2.1926, 25.1517
Si, 2.0345, 5.5619, 25.1582
Si, 5.8561, 5.6434, 25.0663
Si, 9.6726, 5.5928, 24.9857
Si, 0.0354, 8.8394, 24.9882
Si, 3.9735, 8.9702, 25.2304
Si, 7.7988, 8.9417, 25.0874
Si, 2.0131, 12.3026, 25.1514
Si, 5.8645, 12.2804, 24.9372
Si, 9.6752, 12.306, 24.9926
Si, 0.0183, 2.2182, 27.2853
Si, 3.8945, 2.2467, 27.2345
Si, 7.7464, 2.2034, 27.4775
Si, 1.9819, 5.5597, 27.4813
Si, 5.833, 5.5891, 27.4247
Si, 9.6831, 5.5866, 27.3721
Si, 0.0148, 8.8928, 27.3733
Si, 3.9207, 8.943, 27.5384
Si, 7.7689, 8.926, 27.4387
Si, 1.9657, 12.3037, 27.4779
Si, 5.8362, 12.2811, 27.3435
Si, 9.6736, 12.2883, 27.3762
Si, 1.9621, 1.1602, 28.158
Si, 5.7848, 1.1105, 28.1673
Si, 9.7063, 1.1121, 28.1871
Si, 0.0114, 4.442, 28.1639
Si, 3.9124, 4.4335, 28.1886
Si, 7.7612, 4.4634, 28.1916
Si, 1.9518, 7.8105, 28.2068
Si, 5.8465, 7.8061, 28.2302
Si, 9.6938, 7.8022, 28.2025
Si, 0.0076, 11.1482, 28.1679
Si, 3.9091, 11.1917, 28.2145
Si, 7.7492, 11.1707, 28.1859
Si, 1.9336, 1.1164, 30.5559
Si, 5.8008, 1.1164, 30.5559
Si, 9.6679, 1.1164, 30.5559
Si, 0, 4.4654, 30.5559
Si, 3.8672, 4.4654, 30.5559
Si, 7.7343, 4.4654, 30.5559
Si, 1.9336, 7.8145, 30.5559
Si, 5.8008, 7.8145, 30.5559
Si, 9.6679, 7.8145, 30.5559
Si, 0, 11.1635, 30.5559
Si, 3.8672, 11.1635, 30.5559
Si, 7.7343, 11.1635, 30.5559
Si, 0, 0, 0.3944
Si, 3.8672, 0, 0.3944
Si, 7.7343, 0, 0.3944
Si, 1.9336, 3.3491, 0.3944
Si, 5.8008, 3.3491, 0.3944
Si, 9.6679, 3.3491, 0.3944
Si, 0, 6.6981, 0.3944
Si, 3.8672, 6.6981, 0.3944
Si, 7.7343, 6.6981, 0.3944
Si, 1.9336, 10.0472, 0.3944
Si, 5.8008, 10.0472, 0.3944
Si, 9.6679, 10.0472, 0.3944
Si, -0.0132, 0.0023, 2.7503
Si, 3.8772, 0.0107, 2.7598
Si, 7.7143, -0.0011, 2.7577
Si, 1.9247, 3.3565, 2.7628
Si, 5.7826, 3.378, 2.7468
Si, 9.6744, 3.3738, 2.7525
Si, -0.0317, 6.677, 2.7767
Si, 3.823, 6.6922, 2.7436
Si, 7.7178, 6.7063, 2.7821
Si, 1.8972, 10.0597, 2.757
Si, 5.76, 10.0345, 2.7697
Si, 9.6008, 10.0536, 2.7708
Si, -0.0063, 2.2282, 3.5369
Si, 3.8633, 2.2486, 3.5421
Si, 7.729, 2.2609, 3.4504
Si, 1.9133, 5.5775, 3.5891
Si, 5.7577, 5.6166, 3.5364
Si, 9.6329, 5.5821, 3.6329
Si, -0.0589, 8.9314, 3.4875
Si, 3.81, 8.9088, 3.5366
Si, 7.6681, 8.9278, 3.619
Si, 1.9326, 12.3093, 3.5143
Si, 5.7937, 12.2586, 3.5802
Si, 9.649, 12.2944, 3.5595
Si, -0.011, 2.2039, 5.9016
Si, 3.8741, 2.2459, 5.9082
Si, 7.7102, 2.2783, 5.7667
Si, 1.9061, 5.5623, 5.9788
Si, 5.7075, 5.6361, 5.899
Si, 9.6014, 5.5512, 6.0508
Si, -0.1408, 8.94, 5.8228
Si, 3.7159, 8.874, 5.9019
Si, 7.5909, 8.9118, 6.0298
Si, 1.9248, 12.3231, 5.8619
Si, 5.7897, 12.2257, 5.9727
Si, 9.6337, 12.3102, 5.941
Si, 1.9572, 1.1475, 6.7177
Si, 5.855, 1.1165, 6.5624
Si, 9.5887, 1.1902, 6.6545
Si, -0.0089, 4.4069, 6.7122
Si, 3.8748, 4.4493, 6.7823
Si, 7.5594, 4.459, 6.6798
Si, 1.7108, 7.8139, 6.6948
Si, 5.5994, 7.8125, 6.8492
Si, 9.5633, 7.8307, 6.7327
Si, 0.0088, 11.173, 6.5809
Si, 3.7861, 11.0981, 6.6117
Si, 7.7585, 11.145, 6.8045
O, 4.0606, 4.3727, 8.4355
O, 5.363, 7.7541, 8.5008
O, 9.3993, 1.4262, 8.2864
O, 9.6434, 7.9737, 8.3809
O, 2.0609, 1.2303, 8.3665
O, 6.1955, 1.2135, 8.1736
O, 1.3679, 7.8642, 8.3191
O, 0.2043, 11.0948, 8.2111
O, 3.6335, 10.8925, 8.2464
O, 0.1986, 4.2422, 8.3474
O, 7.1574, 4.4079, 8.2975
O, 7.95, 11.1568, 8.4512
O, 6.5538, 3.7058, 22.6746
O, 2.2068, 10.0313, 22.9136
O, 7.7284, 0.2, 22.432
O, 12.0019, 6.0249, 22.7054
O, 7.5483, 6.9013, 22.5164
O, 0.2453, 12.7783, 22.647
O, 9.6324, 10.0729, 22.647
O, 3.9633, 7.1161, 22.7844
O, 5.9881, 9.7856, 22.6149
O, 9.2388, 3.3797, 22.6731
O, 1.6907, 3.7662, 22.4542
O, 3.8536, -0.2434, 22.5117
Si, 7.7136, 10.5572, 16.801
Si, 4.4404, 11.1718, 9.6106
Si, 9.3836, 10.5203, 21.1169
Si, 1.9017, 7.292, 9.7313
Si, 2.6668, 1.557, 9.8295
Si, 8.3696, 6.5425, 21.1551
Si, 10.8062, 8.03, 20.6589
Si, 2.1202, 12.384, 11.3145
Si, 9.6914, 6.1288, 14.0121
Si, 10.002, 1.4394, 16.2847
Si, 5.628, 0.5484, 9.5163
Si, 1.6462, 9.5466, 21.5058
Si, 10.9242, 4.0836, 9.6903
Si, 7.908, 3.6113, 21.7684
Si, 4.842, 6.0753, 12.1228
Si, 7.272, 0.7933, 20.9721
Si, 10.1677, 1.1588, 9.6834
Si, 10.9404, 4.4715, 16.4126
Si, 7.9424, 4.9724, 9.5857
Si, 2.1835, 5.0796, 16.7897
Si, 1.2273, 13.6032, 16.4017
Si, 7.6664, 1.5694, 14.0967
Si, 11.3622, 11.7571, 9.6009
Si, 7.4026, 4.433, 12.583
Si, 7.8485, 0.0162, 11.4444
Si, 11.8232, 12.2432, 21.1271
Si, 11.1907, 6.5454, 11.4768
Si, 5.1733, 7.9515, 19.1472
Si, 3.2422, 7.0748, 14.7373
Si, 2.3215, -1.9124, 14.309
Si, 4.858, 11.3042, 15.8354
Si, 1.0604, 8.8837, 15.3497
Si, 3.4695, 7.1516, 21.26
Si, 4.5401, 12.9701, 21.0555
Si, 2.0803, 0.2218, 19.2484
Si, 3.4891, 8.9986, 16.8921
Si, 3.0287, 2.2633, 17.3936
Si, 8.0293, 13.4223, 18.1263
Si, 12.8065, 5.0993, 21.6457
Si, 8.4366, 10.8031, 9.9569
Si, 6.2339, 10.283, 21.0963
Si, 9.5153, 8.4042, 15.8622
Si, 5.6372, 14.2794, 16.4045
Si, 4.8338, 8.2347, 9.9654
Si, -3.807, 7.9621, 18.2931
Si, 3.2398, 4.5431, 9.8297
Si, 0.2675, 5.7825, 18.9186
Si, 8.8652, 7.8, 9.7904
O, 9.2612, 0.9269, 17.6228
O, 9.2117, 0.6738, 10.8824
O, 0.8859, 4.5822, 15.9633
O, 2.1379, 12.1874, 12.8911
O, 6.0247, 5.2421, 12.8557
O, 0.3789, 4.8392, 20.2592
O, 10.0761, 5.2195, 15.2837
O, 4.9127, 12.8771, 16.1128
O, 2.5017, 3.1353, 10.1733
O, 1.9773, 1.6409, 16.3278
O, 7.7417, 0.3447, 13.0255
O, 5.3858, 7.3109, 11.1915
O, 3.3859, -0.4385, 19.9335
O, 2.458, 5.9303, 21.0834
O, 1.3193, 10.2122, 14.4512
O, 4.2412, 1.2526, 9.8647
O, 3.8785, 8.2849, 18.2619
O, 5.3342, 11.5886, 20.8924
O, -0.2268, 5.0252, 10.9214
O, 1.7281, 7.6409, 14.5376
O, 9.9627, 9.3276, 20.1779
O, 7.506, 2.9897, 13.3162
O, 6.2839, 7.3766, 18.1009
O, 7.7836, 6.5914, 9.6572
O, 7.5134, 4.2566, 10.9686
O, 10.5048, 2.9391, 16.5345
O, 8.8382, 9.8743, 15.8513
O, 8.0991, 7.3712, 19.7824
O, 10.915, 2.524, 10.1316
O, 6.3807, 1.4065, 15.0662
O, 3.8963, 6.6614, 13.3167
O, 9.888, 6.9887, 21.4911
O, 10.9823, 6.4534, 13.0776
O, 0.8625, 7.4071, 10.9657
O, 8.1726, 9.2128, 10.2152
O, 8.9651, 7.6209, 17.2079
O, 1.1497, 10.9259, 20.8037
O, 6.6713, 0.7059, 17.6123
O, 4.523, 1.8923, 16.9437
O, -0.4778, 8.5905, 15.7337
O, 2.8016, 8.6, 20.8685
O, 6.6217, 0.7896, 10.7453
O, 5.7623, 9.194, 20.0113
O, 7.775, 11.823, 11.0547
O, 1.8731, -0.8233, 15.3824
O, 8.1432, 4.9602, 20.8948
O, 9.8924, 7.3217, 10.9252
O, 4.0622, 8.232, 15.5552
O, 10.0204, 11.0477, 10.1019
O, 11.1848, 13.3481, 9.383
O, 4.0966, 5.0252, 11.1228
O, 0.3637, 8.5754, 21.6441
O, 3.1686, 5.8279, 15.7634
O, 11.266, 0.4482, 16.0645
O, 10.2747, 11.8455, 20.8045
O, 7.5654, 9.5635, 18.0716
O, 2.1953, 5.724, 9.5215
O, 2.9928, 3.8515, 17.4107
O, 11.4149, 7.2693, 19.3748
O, 8.1697, 11.9678, 17.4286
O, 1.5374, -0.4279, 17.8656
O, 5.4829, 12.3522, 9.266
O, 6.3879, 10.7435, 15.8693
O, 8.6115, 5.3538, 13.1111
O, 7.9501, 13.3779, 19.7412
O, 3.9026, 11.1016, 14.5226
O, 9.0054, 1.4644, 15.0061
O, 2.5673, 1.7239, 18.8617
O, 3.4723, 11.7294, 10.7506
O, 5.6505, 0.7393, 20.8611
O, 10.7867, 5.1465, 17.8853
O, 4.7044, 6.8825, 20.2567
O, 9.0665, 7.5098, 14.5898
O, 4.0861, 10.4933, 16.9969
O, 0.881, 11.5464, 10.7225
O, 3.2265, 8.1212, 10.0934
O, 7.7391, 2.3305, 20.8117
O, 9.4701, 4.6068, 9.2604
O, 0.8184, 0.0673, 20.249
O, 1.6462, 5.936, 18.0642
O, 5.1795, 9.8184, 10.1114
O, 7.7969, 10.6686, 20.876
O, 1.9998, 0.5663, 10.9303
O, 1.8792, 9.0355, 16.7463

Results
free energy: -67414.069 eV
free energy less fixed offsets of O -447.96, Si -113.29 eV per atom: -1.669 eV
gap between the highest filled and lowest empty level on this k mesh: 1.422 eV

The program warned: the cutoff lies below the one the program advises for these potential files; the model core charge is not resolved on the grid; the forces do not sum to zero within the program's tolerance; the exchange-correlation potential is rough where the density is thin.
